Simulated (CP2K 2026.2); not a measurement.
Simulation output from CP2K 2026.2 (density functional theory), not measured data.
Periodic cell of 1061 atoms, Si736O325, from a study of silicon, its oxide and their interface. The atomic structure is a simulated model.
Doubt: the forces sum to 1.69 eV/angstrom along one axis rather than to zero, so they err by at least 0.0016 eV/angstrom per atom on average; the grid cutoff is modest.

Settings
functional: PBE
method: Gaussian and plane waves
basis set: DZVP-MOLOPT-SR-GTH
pseudopotentials: GTH-PBE
grid cutoff: 350 Ry, relative cutoff 50 Ry
k points: Gamma only
occupations: fixed
spin: none
net charge: 0

Cell vectors (angstrom)
a, 30.7742, 0, 0
b, 0, 15.3871, 0
c, -5.1968, -0.5736, 39.8029

Atoms and the computed forces on them: element, x, y, z (angstrom), force x, y, z (eV/angstrom)
Si, 22.3355, 0.1551, 30.7541, -0.0818, -0.0405, 0.1192
Si, 21.502, 2.9169, 30.59, -0.1101, -0.0294, 0.0648
Si, 24.0328, 7.3248, 28.6199, 0.0052, 0.1224, 0.0951
Si, 21.833, 7.3506, 33.617, -0.0941, 0.2331, 0.7401
Si, 25.1994, 14.9041, 30.5368, 0.0258, 0.0091, 0.0836
Si, 26.189, 2.3481, 30.1954, 0.0135, 0.0074, 0.1295
Si, 19.9622, 4.4799, 26.4047, -0.074, 0.0306, -0.0043
Si, 23.369, 9.8377, 30.4385, 0.0429, -0.0901, -0.0526
Si, -0.382, -0.0466, 31.097, -0.0902, 0.1212, 0.1359
Si, -1.5831, 2.7861, 30.8614, 0.0262, 0.0226, 0.1239
Si, -1.956, 7.2637, 30.8331, 0.0705, 0.0756, 0.1383
Si, -2.0571, 10.4499, 30.6398, 0.061, -0.0219, 0.2337
Si, 2.7329, 14.7261, 31.3782, 0.1649, -0.0083, 0.6366
Si, 3.3976, 1.9252, 29.7187, -0.1304, -0.0451, 0.151
Si, 7.0049, 5.0377, 28.4883, 0.0816, -0.0347, -0.0958
Si, 3.0319, 11.6587, 30.772, -0.1531, 0.1043, 0.1732
Si, 26.0922, 14.8985, 33.344, -0.1754, 0.0875, 0.0198
Si, 25.1216, 3.9464, 32.6143, 0.2881, 0.0224, 0.6203
Si, 25.9514, 6.4112, 30.7555, 0.1075, 0.0219, 0.0918
Si, 24.5404, 8.2568, 32.6101, -0.1161, -0.1066, 0.1269
Si, -1.5928, 14.8541, 33.9711, 0.479, -0.0043, 0.6555
Si, -0.9731, 3.3143, 33.7526, -0.1604, 0.0242, 0.731
Si, -0.9482, 7.178, 33.7878, -0.2132, -0.0044, 0.7566
Si, -1.1041, 10.9785, 33.6033, -0.2095, 0.0459, 0.7159
Si, 3.2273, -0.4697, 33.6654, 0.067, 0.0344, -0.0729
Si, 2.2125, 3.5206, 33.6099, 0.4517, 0.0704, 0.0373
Si, 2.1758, 7.3117, 33.8408, 0.1677, -0.0882, 0.7831
Si, 2.0658, 11.1038, 33.684, 0.1411, 0.0954, 0.7502
Si, 5.634, -0.3613, 33.4531, -0.3549, 0.3364, 0.4869
Si, 6.6364, 3.4222, 33.4658, -0.2755, -0.1062, 0.7842
Si, 4.2134, 6.9161, 31.4393, -0.1553, -0.0732, -0.0271
Si, 5.0264, 9.4775, 29.8348, -0.1839, -0.1316, 0.0718
Si, 25.5776, 1.8025, 35.2427, 0.0707, 0.2602, 0.4066
Si, 25.6223, 4.2331, 34.9334, -0.0531, -0.0362, 0.033
Si, 25.5099, 9.5178, 35.2202, -0.0022, -0.12, 0.7481
Si, 25.5086, 12.5982, 35.1988, 0.1126, 0.1989, 0.6369
Si, -1.2453, 1.4468, 35.1309, -0.0357, -0.0037, -0.0424
Si, -1.2741, 5.2303, 35.0453, -0.0177, 0.0361, -0.0901
Si, -1.3774, 9.1184, 35.024, 0.0567, -0.0154, -0.1063
Si, -1.3118, 12.8384, 35.0619, -0.0013, 0.0308, -0.048
Si, 2.6689, 1.5094, 34.8485, -0.047, 0.087, -0.0089
Si, 2.4796, 5.3316, 35.0761, 0.0018, 0.0559, -0.0156
Si, 2.448, 9.2473, 35.087, -0.0439, -0.0134, -0.0375
Si, 2.5614, 13.028, 34.9609, -0.0579, -0.0701, -0.0045
Si, 6.4137, 1.4454, 34.8225, 0.0318, 0.0287, -0.075
Si, 6.3736, 5.2731, 34.901, 0.0274, 0.0637, -0.1049
Si, 6.2995, 9.5152, 35.1536, 0.0371, -0.1599, 0.7712
Si, 6.3476, 12.5968, 35.112, 0.0039, 0.2322, 0.7495
Si, 23.592, 1.3663, 36.3933, 0.038, -0.0106, 0.0557
Si, 23.6911, 5.0889, 36.1841, 0.0216, 0.0654, 0.0898
Si, 23.5791, 9.1187, 36.4757, 0.0263, -0.004, 0.0074
Si, 23.5722, 12.8257, 36.4627, -0.0185, -0.002, -0.0466
Si, -3.2051, 1.4136, 36.4474, 0.0106, -0.0576, 0.0036
Si, -3.2967, 5.1038, 36.2324, -0.0023, 0.0436, 0.0407
Si, -3.2815, 9.0984, 36.3986, -0.0203, 0.0058, -0.0017
Si, -3.2498, 12.8784, 36.4096, -0.0127, 0.0409, -0.0267
Si, 0.751, 1.4358, 36.336, 0.0113, -0.0353, 0.0098
Si, 0.5962, 5.2665, 36.472, 0.0057, 0.0139, 0.0313
Si, 0.5303, 9.167, 36.4337, -0.0063, 0.0109, 0.0579
Si, 0.6408, 12.9909, 36.3722, -0.0133, -0.0085, -0.0056
Si, 4.5331, 1.5345, 36.2868, 0.0156, -0.0518, -0.0117
Si, 4.4719, 5.3128, 36.3206, -0.0381, 0.0072, 0.0035
Si, 4.3701, 9.2145, 36.4397, 0.0421, -0.0087, 0.0015
Si, 4.4157, 12.9234, 36.4153, -0.0024, 0.005, -0.0398
Si, 23.6232, 14.814, 37.7199, 0.0443, -0.0069, 0.0155
Si, 23.5885, 3.3018, 37.7365, 0.029, 0.0213, -0.0307
Si, 23.6892, 7.0562, 37.6168, 0.024, -0.0101, -0.0684
Si, 23.6012, 10.9815, 37.8911, 0.0255, -0.0359, 0.0536
Si, -3.244, 14.8333, 37.7293, -0.0404, -0.0126, 0.014
Si, -3.2171, 3.3233, 37.7853, -0.0347, 0.0284, -0.0259
Si, -3.3231, 7.0826, 37.6218, -0.0198, -0.0044, -0.043
Si, -3.2474, 10.9938, 37.8064, -0.0338, -0.0255, -0.0026
Si, 0.6319, -0.4738, 37.7232, -0.0224, -0.0127, -0.0149
Si, 0.6504, 3.3182, 37.7625, -0.0219, 0.0342, -0.0218
Si, 0.572, 7.2174, 37.7685, -0.0083, 0.0129, -0.0032
Si, 0.598, 11.0832, 37.778, 0.0107, -0.0124, -0.0319
Si, 4.463, -0.445, 37.6515, 0.02, 0.0009, -0.0328
Si, 4.477, 3.3972, 37.7122, 0.0107, 0.0335, -0.004
Si, 4.4415, 7.2239, 37.7038, 0.0048, 0.0013, -0.0095
Si, 4.3916, 11.0731, 37.8534, 0.0177, 0.008, 0.0086
Si, 25.5798, -0.5465, 39.0605, 0.0113, -0.0016, 0.0389
Si, 25.5691, 3.3153, 39.0617, -0.0179, 0.0036, 0.0199
Si, 25.5722, 7.1331, 39.0393, -0.0006, 0.0032, 0.048
Si, 25.588, 10.9943, 39.1461, -0.0161, 0.0077, 0.0179
Si, -1.3114, -0.5058, 39.0825, -0.0131, 0.0261, 0.0056
Si, -1.2909, 3.3248, 39.121, 0.0379, -0.0369, 0.0225
Si, -1.3934, 7.1506, 39.0489, 0.009, 0.0048, -0.0014
Si, -1.3235, 11.045, 39.1412, 0.0169, 0.0046, 0.0067
Si, 2.5582, -0.4831, 39.0704, -0.0044, -0.0067, 0.0145
Si, 2.5633, 3.361, 39.1033, 0.0047, -0.0091, 0.0525
Si, 2.5222, 7.2014, 39.095, -0.0091, 0.0043, 0.0011
Si, 2.48, 11.0518, 39.1806, -0.0068, 0.0077, 0.0337
Si, 21.7167, -0.5268, 39.0885, -0.0055, -0.0219, -0.0019
Si, 21.7183, 3.3508, 39.133, -0.0173, -0.0269, 0.0397
Si, 21.7624, 7.1452, 39.0309, 0.0037, 0.004, -0.0182
Si, 21.674, 11.0057, 39.1876, 0.0091, 0.0079, 0.0102
Si, 0.0275, 1.9468, 11.5428, 0.0047, 0.0095, -0.0144
Si, -0.0037, 5.8622, 11.5744, 0.0032, -0.0146, -0.0065
Si, -0.0026, 9.6682, 11.6052, 0.0013, 0.0024, -0.024
Si, -0.008, 13.5178, 11.5999, -0.0054, -0.0147, -0.0263
Si, 3.8701, 1.9812, 11.5765, -0.0054, 0.038, -0.0153
Si, 3.8411, 5.8498, 11.5547, -0.0131, -0.0231, -0.0199
Si, 3.863, 9.6828, 11.5999, 0.0152, 0.0149, -0.0049
Si, 3.8351, 13.5441, 11.5779, 0.0049, -0.016, -0.0177
Si, 7.6961, 1.9933, 11.5392, -0.0055, 0.005, -0.0249
Si, 7.6959, 5.8497, 11.5569, 0.0104, -0.0313, -0.0176
Si, 7.6882, 9.659, 11.5442, -0.0084, 0.0294, -0.0207
Si, 7.6924, 13.5617, 11.535, -0.0088, -0.027, -0.0222
Si, 26.9964, 1.9686, 11.4721, 0.0056, 0.0131, -0.0195
Si, 26.9755, 5.8556, 11.5002, 0.0192, -0.0048, -0.0285
Si, 26.9701, 9.6424, 11.5212, 0.007, 0.0198, -0.0262
Si, 26.9592, 13.5363, 11.5065, -0.003, -0.0192, -0.0159
Si, 28.8831, 1.9064, 12.8957, -0.0049, 0.0006, 0.0267
Si, 28.8413, 5.8923, 12.9429, -0.0191, 0.0264, 0.0154
Si, 28.8368, 9.663, 12.9807, -0.0178, 0.0122, 0.0273
Si, 28.8214, 13.5018, 12.9582, -0.0272, -0.0005, -0.0098
Si, 1.9365, 1.9632, 12.9261, 0.0075, -0.0356, -0.0068
Si, 1.9231, 5.8517, 12.9279, 0, 0.0087, -0.0062
Si, 1.9303, 9.6812, 12.9631, -0.0389, 0.0182, 0.022
Si, 1.9167, 13.5322, 12.9679, -0.0018, 0.0237, 0.0333
Si, 5.7978, 1.993, 12.9463, 0.0337, -0.0357, 0.037
Si, 5.7591, 5.8588, 12.9117, -0.0073, 0.0224, 0.0439
Si, 5.8022, 9.6426, 12.9617, -0.0064, -0.0238, 0.0205
Si, 5.7756, 13.5854, 12.9067, -0.0068, 0.0165, 0.0045
Si, 9.6539, 2.0294, 12.8347, -0.0004, 0.0413, -0.0188
Si, 9.6472, 5.8654, 12.8819, 0.0121, 0.0091, 0.0099
Si, 9.6173, 9.6537, 12.8779, 0.0106, -0.0404, 0.0101
Si, 9.6171, 13.5712, 12.8814, 0.0082, -0.0014, 0.0383
Si, 28.8546, 0.012, 14.3518, 0.0025, 0.0008, 0.0086
Si, 28.8746, 3.8817, 14.1482, -0.0083, -0.0022, -0.0434
Si, 28.8352, 7.7839, 14.4234, -0.0041, -0.0181, 0.0325
Si, 28.7237, 11.589, 14.3541, -0.0224, -0.009, -0.0289
Si, 1.9385, 0.0699, 14.349, -0.0017, 0.027, -0.002
Si, 1.9029, 3.9045, 14.2441, -0.003, 0.0067, -0.0325
Si, 1.9627, 7.7549, 14.3279, 0.0031, -0.0185, -0.0297
Si, 1.842, 11.6071, 14.3345, -0.0123, -0.0351, -0.0188
Si, 5.7822, 0.0838, 14.3511, -0.0188, 0.0113, -0.0312
Si, 5.7894, 3.9483, 14.2634, 0.0006, -0.0007, 0.0187
Si, 5.7622, 7.7112, 14.3759, -0.0082, 0.0449, -0.0334
Si, 5.8037, 11.642, 14.1993, 0.0206, -0.0183, -0.0493
Si, 9.6392, 0.1491, 14.1988, 0.0032, -0.017, -0.0031
Si, 9.6807, 3.934, 14.2023, 0.0115, -0.0189, -0.0408
Si, 9.585, 7.7537, 14.2765, 0.0175, -0.0003, -0.0151
Si, 9.6265, 11.6002, 14.1593, -0.0338, -0.0016, -0.0201
Si, 0.0297, 0.0337, 15.7476, 0.01, 0.0136, 0.0181
Si, -0.0544, 3.9039, 15.5554, -0.0026, -0.0052, 0.0229
Si, 0.0861, 7.7731, 15.7272, 0.0009, 0.0128, 0.0345
Si, -0.1422, 11.6244, 15.7143, 0.0142, -0.018, 0.072
Si, 3.8567, 0.0996, 15.7604, 0.036, -0.0178, 0.0242
Si, 3.8202, 3.9099, 15.581, -0.0222, -0.0106, 0.0041
Si, 3.8406, 7.7155, 15.7812, -0.0044, -0.0172, 0.0143
Si, 3.8864, 11.6076, 15.5198, -0.0027, 0.0288, 0.0346
Si, 7.776, 0.1686, 15.6174, 0.0006, -0.0445, -0.0228
Si, 7.7778, 4.0305, 15.5501, 0.0351, 0.0292, -0.024
Si, 7.7026, 7.6997, 15.7294, -0.0382, 0.0402, 0.0587
Si, 7.7383, 11.6738, 15.5254, -0.039, -0.0116, 0.0421
Si, 26.7948, 0.0596, 15.5348, 0.0005, -0.0611, 0.0623
Si, 27.0023, 3.7747, 15.5058, 0.0135, -0.02, 0.0586
Si, 26.7744, 7.7776, 15.6718, 0.0255, 0.0265, 0.0405
Si, 26.7021, 11.5418, 15.6349, 0.006, -0.0189, 0.1272
Si, -0.0841, 2.0475, 16.9945, -0.0267, -0.0559, 0.0098
Si, 0.1001, 5.7565, 16.9927, 0.0563, 0.0152, 0.0046
Si, 0.1004, 9.737, 17.0868, 0.0122, -0.0723, 0.039
Si, 0.1327, 13.4831, 17.1419, 0.0329, 0.0994, -0.0099
Si, 3.8045, 2.0909, 17.0813, -0.0229, -0.0198, 0.0538
Si, 3.8663, 5.7093, 17.0962, 0.0007, 0.0296, 0.0694
Si, 3.9115, 9.761, 16.9647, 0.023, -0.044, 0.0969
Si, 3.9771, 13.4487, 16.957, -0.4778, 0.1437, -0.2245
Si, 7.7022, 2.1694, 16.9129, 0.0058, -0.0439, 0.0813
Si, 7.8518, 5.7749, 17.1734, 0.0554, 0.0386, 0.0807
Si, 7.9012, 9.7503, 16.8642, -0.3505, -0.055, -0.7703
Si, 8.3972, 13.5809, 16.7603, 0.0932, 0.0148, 0.0074
Si, 26.8989, 1.9037, 17.0013, -0.0087, -0.024, 0.0236
Si, 26.9105, 5.7091, 16.7903, -0.0068, 0.0616, -0.004
Si, 26.0512, 9.6702, 16.9883, -0.0414, -0.0324, -0.0625
Si, 26.0202, 13.5448, 16.695, -0.254, -0.1146, -0.7003
Si, -1.9737, 1.6264, 18.416, 0.0832, 0.2543, -0.7453
Si, -1.9397, 6.1458, 18.0355, 0.0914, -0.295, -0.7133
Si, -1.224, 9.0673, 18.896, 0.4274, 0.3075, -0.5796
Si, -1.0452, 14.0125, 19.1362, 0.3331, -0.1909, -0.5914
Si, 1.7844, 2.5789, 18.2864, 0.2078, 0.2267, -0.5082
Si, 2.5335, 6.2174, 21.1511, -0.0626, -0.0583, -0.1687
Si, 2.0587, 10.3985, 18.2145, -0.112, 0.2935, -0.5612
Si, 2.1336, 12.8368, 18.2704, -0.0193, -0.1167, -0.1086
Si, 5.7849, 2.7737, 18.2086, 0.0004, -0.0088, -0.0325
Si, 5.8576, 5.2356, 18.3466, -0.0221, 0.0572, -0.0173
Si, 5.4538, 9.691, 18.7096, -0.2464, 0.1498, -0.5911
Si, 6.8459, 13.7534, 18.4257, 0.3397, -0.0769, -0.3398
Si, 24.9859, 2.5485, 18.2276, 0.0036, 0.3052, -0.6013
Si, 25.2908, 4.9796, 18.3376, -0.2099, -0.1501, -0.5125
Si, 26.7406, 10.0226, 19.2267, -0.169, -0.1465, -0.6345
Si, 26.9538, 13.0165, 19.5864, 0.1148, -0.2044, -0.0576
Si, 5.7583, 12.1772, 20.5353, 0.0513, -0.1589, -0.0944
Si, 24.5516, 6.6, 23.5112, 0.0585, 0.0483, 0.0613
Si, 6.5794, 10.8828, 23.225, -0.0457, -0.0611, -0.033
Si, 1.9252, 5.0162, 18.3392, 0.0831, -0.1617, -0.6712
Si, 1.657, 13.5638, 20.4432, -0.0392, -0.1514, -0.5558
Si, 23.9086, 3.6105, 23.2605, -0.0717, -0.1007, -0.0024
Si, 6.0875, 1.1302, 19.7893, -0.1295, 0.3912, -0.446
Si, 1.5703, 11.3821, 22.7141, 0.0939, -0.0249, -0.0264
Si, 1.1141, 2.7384, 25.3037, 0.0322, -0.0291, -0.0306
Si, 1.1789, 9.0121, 20.8437, 0.043, 0.1381, -0.2914
Si, -1.891, 3.1354, 21.2184, 0.1358, 0.0406, -0.1337
Si, 0.9268, 2.3118, 21.24, -0.1079, 0.0312, -0.0809
Si, 3.9378, 11.3774, 24.8693, 0.0188, -0.0684, -0.039
Si, 8.7565, 1.6134, 21.0675, 0.0176, -0.0856, -0.2162
Si, 27.3876, 5.5579, 20.5659, -0.2062, 0.0316, -0.218
Si, 24.7822, 12.3495, 24.1061, 0.1626, -0.0131, -0.077
Si, 4.184, 14.1334, 26.3364, 0.0789, -0.0277, -0.021
Si, 25.7918, 6.5406, 26.3861, -0.1166, 0.0319, 0.039
Si, -0.7915, 11.4789, 24.444, -0.0537, -0.1131, 0.014
Si, 1.8611, 7.8087, 26.185, -0.407, 0.3961, -0.0244
Si, -2.9131, 8.7105, 26.6029, 0.1314, 0.077, -0.0862
Si, 27.2729, 10.3249, 23.8988, -0.0379, -0.052, -0.0394
Si, 6.4764, 7.795, 22.7567, 0.0148, -0.0191, -0.0211
Si, 6.777, 14.0991, 27.9597, -0.0375, 0.0686, 0.0369
Si, 26.4045, 8.2241, 21.6549, 0.0969, 0.0164, -0.0734
Si, 5.5034, 0.0639, 24.0158, -0.0302, -0.0293, -0.0559
Si, 25.1178, 3.7652, 27.6314, -0.0094, -0.0029, 0.05
Si, 1.605, 4.9071, 27.1948, 0.0808, 0.0603, -0.052
Si, 24.3729, 12.3255, 29.0191, 0.012, 0.1424, 0.0586
Si, 2.8708, 3.8933, 23.0031, -0.0826, -0.043, 0.0139
Si, 26.9827, 11.1247, 28.3112, 0.1005, 0.0366, 0.0776
Si, -3.0668, -0.1047, 24.451, 0.0758, 0.0568, 0.0843
Si, 0.0908, 9.327, 26.4787, 0.4238, -0.3902, -0.0609
Si, 4.3328, 7.3546, 24.8142, -0.0681, 0.1263, 0.055
Si, 5.6363, 3.184, 24.0233, -0.0201, 0.0335, 0.0811
Si, 8.1369, 14.7362, 25.2544, -0.0306, -0.1243, 0.0193
Si, 0.4722, 11.3731, 28.9242, -0.017, -0.0126, -0.0001
Si, 4.1455, 14.7317, 21.2901, 0.1377, -0.0046, 0.0104
Si, 2.5535, 4.3561, 31.4046, 0.1788, -0.1005, 0.6024
Si, 25.4291, 1.7929, 25.2644, 0.0063, 0.0002, 0.0339
Si, 5.486, 6.7921, 20.1111, 0.2297, -0.3721, -0.4786
Si, 25.859, 14.4476, 22.1615, -0.0832, -0.0601, -0.0949
Si, -0.3531, 14.3376, 28.4232, 0.1265, -0.0811, 0.0806
Si, -2.2523, 13.2817, 26.4825, -0.0715, -0.079, 0.0201
Si, 0.1154, 5.2171, 29.9824, -0.004, -0.0632, 0.0915
Si, 2.006, 0.6066, 27.3253, -0.0012, 0.0474, -0.0604
Si, -0.8507, 1.4494, 23.3117, 0.1327, -0.0345, -0.1135
Si, 4.2405, 9.1478, 26.9333, -0.112, -0.0084, 0.0094
Si, 7.0298, 0.2558, 30.7374, -0.0984, -0.0939, 0.0332
Si, 6.1003, 3.0489, 30.5847, -0.1315, -0.0272, 0.0759
Si, 8.8038, 7.4079, 28.6735, -0.0211, 0.0837, 0.0815
Si, 6.6099, 7.0291, 33.355, -0.0487, -0.3663, 0.5472
Si, 9.8888, -0.3917, 30.5693, 0.0116, 0.0007, 0.0449
Si, 10.8215, 2.4157, 30.1907, -0.0274, 0.02, 0.0667
Si, 4.6123, 4.6722, 26.4346, -0.0678, 0.0435, 0.0126
Si, 8.0603, 9.8456, 30.5038, 0.0255, -0.0584, -0.0727
Si, 14.7314, -0.0481, 31.4759, -0.4561, -0.092, 0.5823
Si, 13.7993, 2.8517, 30.9521, -0.0264, 0.0334, 0.1679
Si, 13.5594, 7.2613, 30.8192, 0.0102, 0.1478, 0.0831
Si, 13.3251, 10.4044, 30.6111, -0.0306, -0.0098, 0.1685
Si, 17.8703, 14.8478, 31.5611, 0.2774, -0.0028, 0.5745
Si, 18.6838, 1.992, 29.7226, -0.0808, -0.0857, 0.165
Si, 22.3212, 4.9181, 28.4579, 0.1107, 0.0006, -0.0202
Si, 18.3615, 11.8582, 30.7443, -0.2114, 0.1344, 0.2247
Si, 11.2198, -0.443, 33.2901, 0.6705, 0.092, 0.2159
Si, 9.7118, 3.979, 32.5956, 0.27, 0.0491, 0.6005
Si, 10.6848, 6.4218, 30.8099, 0.0831, 0.0223, 0.0218
Si, 9.2907, 8.2397, 32.6396, -0.1233, -0.0451, 0.0032
Si, 13.5848, -0.4392, 33.5711, -0.0549, -0.0527, -0.1128
Si, 14.3913, 3.3854, 33.7906, -0.2127, -0.0315, 0.7053
Si, 14.7569, 7.226, 33.818, 0.3257, -0.0075, 0.673
Si, 14.2288, 11.0039, 33.569, -0.2169, 0.0582, 0.7319
Si, 18.6069, -0.4594, 33.759, 0.0132, 0.0779, -0.0302
Si, 17.5157, 3.5012, 33.8464, 0.1355, -0.113, 0.7408
Si, 17.2231, 7.3051, 33.864, -0.3352, -0.0476, 0.5976
Si, 17.4001, 11.1349, 33.6378, 0.1853, 0.0067, 0.7845
Si, 20.9975, -0.3839, 33.5089, -0.3132, 0.3132, 0.4795
Si, 22.0333, 3.4385, 33.4663, -0.2696, -0.0372, 0.7556
Si, 19.3458, 7.2588, 31.5388, -0.0473, -0.054, 0.1064
Si, 20.284, 9.732, 29.8472, -0.1645, -0.1045, 0.1389
Si, 10.3163, 1.8101, 35.2321, -0.055, 0.3238, 0.4688
Si, 10.2748, 4.2491, 34.9113, -0.0963, -0.0397, 0.027
Si, 10.1775, 9.5703, 35.2393, 0.0034, -0.0819, 0.7502
Si, 10.2767, 12.6563, 35.1864, -0.0356, 0.1835, 0.7122
Si, 14.0405, 1.3988, 35.0056, 0.0105, 0.0895, -0.0192
Si, 14.1411, 5.3152, 35.0676, -0.0023, 0.0386, -0.0492
Si, 14.0574, 9.1383, 35.0171, 0.0507, -0.0209, -0.0952
Si, 13.9843, 12.988, 34.8718, 0.0243, -0.04, -0.0316
Si, 17.9876, 1.473, 34.9694, -0.0205, 0.0409, -0.0155
Si, 17.7753, 5.3938, 35.1631, -0.0034, -0.0026, -0.0087
Si, 17.7776, 9.2402, 35.0449, -0.0203, -0.0268, -0.0537
Si, 17.9025, 13.0169, 34.9748, -0.0433, -0.0652, 0.0088
Si, 21.7758, 1.4579, 34.8565, 0.0272, 0.0462, -0.0652
Si, 21.6993, 5.3212, 34.886, 0.0153, 0.08, 0.029
Si, 21.7098, 9.3478, 35.0397, -0.0332, -0.6134, 0.1024
Si, 21.6946, 12.4677, 35.0627, 0.0035, 0.1586, 0.7222
Si, 8.2737, 1.3745, 36.3102, 0.0308, -0.0076, 0.0544
Si, 8.3616, 5.1031, 36.1861, 0.0153, 0.0563, 0.0532
Si, 8.2329, 9.1743, 36.4689, -0.018, -0.0015, -0.0107
Si, 8.2847, 12.9205, 36.4044, -0.019, -0.0373, -0.0407
Si, 12.2275, 1.4427, 36.5031, 0.0127, -0.0301, 0.0616
Si, 12.1045, 5.1571, 36.2229, 0.005, 0.0166, 0.0334
Si, 12.1519, 9.1127, 36.4036, -0.0319, 0.0254, 0.0015
Si, 12.2161, 12.9168, 36.4449, -0.0252, 0.0005, 0
Si, 16.0135, 1.3904, 36.3216, 0.0053, 0.0053, -0.001
Si, 15.9338, 5.2984, 36.5696, -0.0096, 0.0262, 0.0128
Si, 15.9157, 9.2145, 36.4649, -0.0219, 0.0125, 0.0297
Si, 15.9275, 13.0479, 36.2859, -0.0298, -0.0388, -0.017
Si, 19.8968, 1.5085, 36.3326, 0.0157, -0.052, -0.0131
Si, 19.817, 5.2852, 36.3282, -0.0182, -0.0088, 0.0534
Si, 19.7579, 9.1345, 36.3457, 0.0118, -0.0011, 0.0312
Si, 19.7813, 12.8487, 36.3868, -0.0232, 0.0401, -0.012
Si, 8.2746, -0.5202, 37.7072, 0.0435, 0.0016, -0.0113
Si, 8.2447, 3.2964, 37.7009, 0.0131, 0.0193, -0.0326
Si, 8.317, 7.0959, 37.601, 0.0209, 0.0071, -0.0519
Si, 8.2573, 11.0591, 37.8518, 0.0231, -0.0001, 0.0497
Si, 12.1592, -0.5272, 37.7704, -0.0417, -0.0124, -0.0219
Si, 12.2016, 3.3779, 37.7935, -0.0433, 0.0105, -0.036
Si, 12.0619, 7.1107, 37.6401, -0.0172, 0.0096, -0.0553
Si, 12.1967, 11.0075, 37.8115, -0.0432, -0.0044, 0.0003
Si, 15.9667, -0.4856, 37.7288, 0.0081, -0.0026, 0.0019
Si, 15.9771, 3.2931, 37.7647, 0.002, 0.0234, -0.0224
Si, 15.9344, 7.2661, 37.8153, -0.0001, -0.0034, 0.0124
Si, 15.9413, 11.149, 37.7515, 0.0118, 0.0058, -0.0238
Si, 19.8497, -0.5046, 37.6407, 0.0172, -0.0095, -0.0396
Si, 19.8311, 3.3787, 37.7343, 0.0139, 0.0392, -0.0026
Si, 19.8144, 7.1956, 37.6969, -0.0081, -0.0133, -0.0158
Si, 19.767, 10.9918, 37.8016, 0.0239, -0.0131, -0.0072
Si, 10.2005, -0.5145, 39.0788, 0.0042, -0.0048, 0.0423
Si, 10.1996, 3.3313, 39.0542, 0.0003, 0.0009, 0.0108
Si, 10.1796, 7.1616, 39.0452, 0.0036, 0.0088, 0.0377
Si, 10.2278, 11.0351, 39.129, -0.0137, -0.0042, 0.004
Si, 14.0676, -0.4999, 39.1304, 0.0128, 0.0174, -0.0047
Si, 14.0864, 3.3421, 39.1645, 0.028, -0.0008, 0.0229
Si, 13.9746, 7.1793, 39.0838, 0.0071, 0.0048, 0.0062
Si, 14.0759, 11.0616, 39.1764, 0.0131, -0.0144, 0.0201
Si, 17.9275, -0.506, 39.0434, -0.0104, -0.0073, 0.0038
Si, 17.9086, 3.3335, 39.0975, 0.0012, -0.0077, 0.0416
Si, 17.9008, 7.2048, 39.102, 0.0012, -0.0105, 0.0141
Si, 17.8514, 11.0519, 39.1321, -0.0087, 0.0013, 0.0274
Si, 6.3543, -0.49, 39.0708, -0.0156, -0.0212, 0.0102
Si, 6.368, 3.3579, 39.1052, -0.0096, -0.0411, 0.0378
Si, 6.3944, 7.1677, 39.0246, 0.0047, -0.0052, -0.0131
Si, 6.334, 11.0595, 39.178, 0.0082, -0.0034, 0.0063
Si, 15.4079, 1.9409, 11.5691, -0.0074, 0.013, -0.0103
Si, 15.3972, 5.8693, 11.5795, 0.0023, -0.0227, -0.0167
Si, 15.3967, 9.6861, 11.6395, 0.0025, 0.0132, -0.0139
Si, 15.3951, 13.5191, 11.6141, 0.001, -0.0091, -0.0337
Si, 19.2355, 1.9873, 11.5529, -0.0127, 0.0427, -0.0195
Si, 19.2381, 5.851, 11.5582, -0.0228, -0.0211, -0.0238
Si, 19.2279, 9.6545, 11.5938, 0.0166, 0.005, -0.0118
Si, 19.2286, 13.5191, 11.5589, 0.0011, -0.0152, -0.0133
Si, 23.0593, 1.9831, 11.4676, -0.0054, 0.0086, -0.0256
Si, 23.0842, 5.8266, 11.5178, 0.0042, -0.0249, -0.0094
Si, 23.0573, 9.6352, 11.4891, 0.0055, 0.0382, -0.0209
Si, 23.0678, 13.535, 11.487, -0.0072, -0.0269, -0.0196
Si, 11.6015, 1.9871, 11.5403, -0.0005, 0.014, -0.0135
Si, 11.5793, 5.8803, 11.5526, 0.0058, -0.0007, -0.0299
Si, 11.5818, 9.6627, 11.5928, 0.0197, 0.0098, -0.0247
Si, 11.5633, 13.549, 11.5672, 0.0205, -0.014, -0.0197
Si, 13.502, 1.9151, 12.9497, 0.0159, -0.0122, 0.0273
Si, 13.4812, 5.9071, 12.9524, -0.0105, 0.0162, 0.0185
Si, 13.4753, 9.6825, 13.0312, -0.0265, 0.0022, 0.0198
Si, 13.4616, 13.5217, 12.9799, -0.0011, -0.0055, -0.002
Si, 17.3232, 1.9609, 12.937, 0.0442, -0.0133, 0.0023
Si, 17.3216, 5.8662, 12.9347, 0.0219, 0.0128, 0.0006
Si, 17.3262, 9.6796, 13.0114, -0.0358, -0.0047, 0.0254
Si, 17.3316, 13.5015, 12.9691, -0.0018, 0.0135, 0.0229
Si, 21.1726, 1.9788, 12.8865, 0.0096, -0.016, 0.0241
Si, 21.1706, 5.85, 12.9012, 0.001, -0.0015, 0.0436
Si, 21.1791, 9.6038, 12.9172, -0.0201, -0.0176, 0.0222
Si, 21.169, 13.5349, 12.8818, 0.0077, 0.0235, 0.0127
Si, 25.0283, 2.0244, 12.7213, -0.0172, 0.0231, -0.0209
Si, 25.0479, 5.8222, 12.8181, -0.0005, 0.0063, -0.013
Si, 25.0007, 9.618, 12.783, 0.0204, -0.003, 0.0044
Si, 25.0073, 13.5567, 12.7963, 0.0231, -0.0042, -0.0063
Si, 13.4859, 0.007, 14.4076, -0.0101, 0.0162, 0.026
Si, 13.5081, 3.9114, 14.1747, 0.0127, -0.0142, -0.0559
Si, 13.5088, 7.778, 14.4463, 0.0226, 0.0009, 0.0057
Si, 13.4108, 11.6285, 14.3895, -0.0528, -0.0235, -0.0331
Si, 17.3755, 0.0381, 14.325, -0.0005, 0.0362, 0.0078
Si, 17.2874, 3.9212, 14.2412, -0.009, -0.0082, -0.0378
Si, 17.3383, 7.7448, 14.3773, 0.0143, -0.0225, -0.0268
Si, 17.3109, 11.6072, 14.3949, -0.0115, -0.0255, -0.0028
Si, 21.1405, 0.0645, 14.2689, -0.0092, 0.0266, -0.0206
Si, 21.2014, 3.9173, 14.221, 0.0121, -0.0104, -0.0468
Si, 21.1864, 7.7069, 14.366, -0.0016, 0.0215, -0.0344
Si, 21.1762, 11.5752, 14.1731, 0.0162, -0.0182, -0.0409
Si, 24.9924, 0.155, 14.0662, -0.0318, -0.0441, -0.0415
Si, 25.0936, 3.8833, 14.1262, -0.0081, 0.008, -0.0158
Si, 24.9866, 7.7209, 14.1741, -0.0028, 0.0161, -0.0012
Si, 25.0029, 11.5699, 14.0379, -0.0446, 0.0242, -0.0621
Si, 15.4896, 0.0175, 15.7188, -0.0055, 0.0478, 0.0068
Si, 15.3477, 3.9664, 15.5984, 0.034, 0.021, 0.0296
Si, 15.4845, 7.7439, 15.8468, -0.0009, 0.0093, -0.0132
Si, 15.3296, 11.6269, 15.7559, 0.0087, -0.0273, 0.07
Si, 19.2819, 0.0092, 15.7449, 0.0211, -0.0416, 0.0335
Si, 19.2337, 3.8726, 15.5213, -0.0213, -0.0014, 0.0124
Si, 19.2619, 7.714, 15.7579, -0.0159, 0.0063, 0.0372
Si, 19.358, 11.5919, 15.625, 0.0278, 0.0258, 0.0301
Si, 23.1358, 0.137, 15.4768, 0.0401, -0.0443, -0.0289
Si, 23.2101, 3.9686, 15.4772, 0.0082, -0.0076, 0.0008
Si, 23.1705, 7.6841, 15.6755, 0.0084, 0.0469, 0.0375
Si, 23.142, 11.5728, 15.4149, 0.0356, -0.0296, 0.0085
Si, 11.4597, 0.0344, 15.6855, 0.0334, -0.0248, 0.0168
Si, 11.6319, 3.8334, 15.521, 0.0114, -0.0048, 0.0146
Si, 11.4735, 7.7717, 15.6747, 0.0256, 0.0807, 0.0151
Si, 11.4126, 11.639, 15.6844, 0.0973, -0.0047, 0.0455
Si, 15.3732, 2.0495, 16.9182, 0.0181, -0.0474, 0.0018
Si, 15.4338, 5.7393, 17.191, 0.0334, -0.0171, -0.0164
Si, 15.5945, 9.7475, 17.1535, -0.0045, -0.0451, 0.0405
Si, 15.6557, 13.4982, 17.1477, 0.045, 0.1015, -0.0034
Si, 19.2178, 2.0192, 16.9885, -0.0127, -0.025, 0.0761
Si, 19.2651, 5.691, 17.0062, -0.0037, 0.053, 0.0751
Si, 19.441, 9.7069, 17.0313, 0.038, -0.0656, 0.0613
Si, 19.571, 13.4293, 17.0895, 0.0583, 0.086, -0.0259
Si, 23.1394, 2.0827, 16.829, -0.0412, -0.0999, 0.0655
Si, 23.3, 5.7326, 17.0654, 0.054, 0.083, 0.0524
Si, 23.5994, 9.7122, 16.7991, 0.2917, -0.0236, -0.4402
Si, 23.5812, 13.5254, 16.61, 0.0297, 0.0046, -0.0213
Si, 11.5278, 1.9745, 16.9898, 0.0192, -0.0052, 0.0204
Si, 11.5696, 5.7413, 16.8368, 0.0307, 0.0124, -0.0381
Si, 11.0446, 9.7051, 17.0032, 0.5844, -0.0582, -0.0452
Si, 10.8034, 13.547, 17.002, -0.0563, 0.0405, 0.0372
Si, 13.481, 1.7199, 18.3009, 0.0669, 0.1938, -0.7879
Si, 13.3571, 6.2049, 18.298, -0.0873, -0.5586, 0.0529
Si, 14.2407, 9.1357, 18.9688, 0.299, 0.3146, -0.6088
Si, 14.3716, 14.1076, 19.0341, 0.3533, -0.2063, -0.5571
Si, 17.2441, 2.5383, 18.2195, 0.1554, 0.2709, -0.5083
Si, 18.0622, 6.2067, 21.2081, 0.003, -0.1713, -0.2056
Si, 17.5815, 10.3312, 18.3236, -0.0555, 0.2486, -0.5223
Si, 17.6305, 12.7986, 18.3531, 0.0135, -0.0643, -0.1225
Si, 21.2116, 2.7247, 18.0115, -0.0337, 0.1452, -0.639
Si, 21.2834, 5.0862, 18.0772, -0.0565, -0.0979, -0.7061
Si, 21.1515, 9.5667, 18.6526, -0.2387, 0.1975, -0.5934
Si, 21.7993, 13.698, 18.11, -0.1214, -0.2267, -0.6878
Si, 9.6158, 2.6215, 18.2201, -0.0265, 0.3071, -0.5638
Si, 9.9056, 5.0498, 18.3409, -0.2724, -0.1423, -0.48
Si, 11.5422, 10.1353, 19.2339, -0.0074, -0.1483, -0.5997
Si, 11.4884, 13.1434, 19.2586, -0.219, 0.134, -0.5806
Si, 21.1707, 11.9922, 20.5408, 0.0056, -0.1026, -0.1686
Si, 9.1714, 6.7651, 23.4467, 0.0036, 0.1383, 0.062
Si, 22.126, 11.0098, 23.2641, -0.1554, 0.0201, -0.0609
Si, 17.4074, 4.9757, 18.3426, -0.0819, -0.1685, -0.7507
Si, 16.9542, 13.4838, 20.5075, 0.0111, -0.0878, -0.5512
Si, 8.6457, 3.7965, 23.2555, -0.1742, -0.1227, 0.0186
Si, 21.5402, 0.692, 19.9732, 0.0155, 0.0808, -0.0996
Si, 16.9047, 11.2576, 22.7851, -0.0487, 0.0186, -0.0243
Si, 16.4438, 2.6382, 25.2484, 0.0286, -0.1073, -0.0721
Si, 16.6037, 8.903, 20.9223, 0.0906, 0.1999, -0.3065
Si, 13.6906, 3.3056, 21.0293, 0.1251, -0.0443, -0.0505
Si, 16.4098, 2.255, 21.1266, -0.139, -0.0276, -0.0931
Si, 19.3554, 11.4129, 24.7705, 0.0164, -0.105, -0.047
Si, 24.1893, 1.4261, 21.1051, 0.0115, -0.0325, -0.2638
Si, 12.1465, 5.7999, 20.3043, 0.1637, 0.1168, -0.6427
Si, 9.2772, 12.3067, 23.8304, 0.0117, -0.0008, -0.0551
Si, 19.4589, 14.0465, 26.4284, 0.0225, 0.0096, 0.0403
Si, 10.3865, 6.5852, 26.3623, -0.1054, -0.0295, 0.0119
Si, 14.5549, 11.509, 24.7908, 0.0655, -0.6629, 0.4515
Si, 17.2833, 7.7235, 25.98, 0.0111, 0.0102, 0.0858
Si, 12.3039, 8.7842, 26.5568, 0.0868, 0.0819, -0.1037
Si, 11.8331, 10.3778, 23.8909, -0.0235, -0.012, -0.0302
Si, 22.0036, 7.8689, 22.9537, 0.0469, 0.0013, -0.0131
Si, 22.069, 14.0086, 28.0116, -0.0451, 0.0366, 0.0682
Si, 11.0977, 8.3669, 21.5991, 0.0467, -0.0151, 0.0029
Si, 20.9023, -0.152, 24.1482, -0.0254, 0.0211, -0.0672
Si, 9.7517, 3.8028, 27.6322, -0.0421, -0.0143, 0.0003
Si, 16.8912, 4.904, 27.05, 0.0582, 0.0139, -0.064
Si, 8.972, 12.3889, 29.1036, 0.0029, 0.1136, 0.0757
Si, 18.3283, 3.7384, 22.9717, -0.1631, -0.0176, -0.0365
Si, 11.561, 11.1821, 28.2479, 0.1676, 0.1028, 0.0486
Si, 12.1386, -0.0441, 24.268, 0.0042, -0.0051, 0.0325
Si, 15.1472, 9.8347, 26.3078, -0.3231, 0.6081, -0.3912
Si, 19.8792, 7.171, 24.9031, -0.0303, 0.0836, 0.1341
Si, 20.9968, 2.9388, 24.1207, -0.0231, -0.0588, 0.0329
Si, 23.533, 14.6484, 25.4458, -0.0396, -0.1117, 0.0337
Si, 15.8116, 11.4329, 28.9492, -0.0834, 0.031, -0.0406
Si, 19.5099, 14.3443, 21.5156, 0.0726, -0.0209, -0.0335
Si, 18.0587, 4.6271, 31.1262, 0.0261, 0.0477, 0.0656
Si, 10.0055, 1.9098, 25.2771, 0.037, -0.0553, -0.0047
Si, 21.0053, 6.9101, 20.3391, -0.0139, -0.0605, -0.1265
Si, 10.2531, 14.3788, 21.8882, 0.0982, -0.0634, -0.1488
Si, 14.8297, 14.4232, 28.626, 0.0131, -0.0246, 0.0843
Si, 13.0573, 13.4524, 26.489, -0.0614, -0.0606, 0.004
Si, 15.5166, 5.2351, 29.8837, -0.1066, -0.0079, 0.1278
Si, 17.2761, 0.5517, 27.3995, -0.1487, -0.0219, -0.0338
Si, 14.4693, 1.4801, 23.1297, 0.0481, -0.0823, -0.1243
Si, 19.5485, 9.095, 26.9095, -0.0651, 0.006, 0.0218
Si, 0.0116, 13.5162, 0.6608, -0.0032, 0.0161, -0.0083
Si, 0.0063, 1.96, 0.6203, -0.0066, 0.0048, -0.0202
Si, 0.0038, 5.8063, 0.6301, -0.0107, 0.0034, -0.0145
Si, 0.0115, 9.6204, 0.6434, -0.0054, 0.0005, -0.006
Si, 3.8745, 13.5486, 0.6725, 0.0005, 0.008, -0.0077
Si, 3.8725, 1.9739, 0.6634, -0.0115, -0.011, -0.0115
Si, 3.8772, 5.8339, 0.6535, -0.018, 0.0027, -0.032
Si, 3.8513, 9.6506, 0.6354, -0.0244, -0.0027, -0.0243
Si, 7.715, 13.5753, 0.6788, 0.0199, -0.0061, -0.0017
Si, 7.7367, 1.9993, 0.6516, 0.0044, 0.0135, -0.0101
Si, 7.7237, 5.8561, 0.6611, 0.0121, -0.0138, -0.0094
Si, 7.7071, 9.6754, 0.6848, 0.0218, -0.0063, -0.0026
Si, 26.9094, 13.533, 0.6838, -0.0066, -0.0028, 0.0044
Si, 26.925, 1.971, 0.6514, -0.0023, 0.0199, -0.0163
Si, 26.9267, 5.8477, 0.6649, 0.01, -0.0096, -0.0277
Si, 26.9353, 9.6193, 0.6587, 0.019, 0.0066, -0.0201
Si, 15.4041, 13.5406, 0.6678, -0.0063, 0.0191, -0.0128
Si, 15.402, 1.9881, 0.6333, 0.0005, 0.0041, -0.0183
Si, 15.3868, 5.8247, 0.6254, -0.0044, 0.0113, -0.0106
Si, 15.3953, 9.6569, 0.6359, 0.0079, 0.0001, -0.0081
Si, 19.2525, 13.5568, 0.7081, -0.0053, 0.0034, -0.0025
Si, 19.2483, 1.9847, 0.6944, -0.0189, -0.0051, -0.0127
Si, 19.2554, 5.8566, 0.6787, -0.0029, -0.0091, -0.0243
Si, 19.2258, 9.6689, 0.6662, -0.0237, 0.0018, -0.0129
Si, 23.1004, 13.5593, 0.659, 0.0133, -0.0085, -0.0089
Si, 23.11, 1.9733, 0.6419, -0.007, 0.0169, -0.0204
Si, 23.088, 5.8427, 0.6505, -0.0054, -0.0092, -0.0181
Si, 23.0751, 9.6863, 0.6724, 0.003, -0.0053, -0.0072
Si, 11.5398, 13.5734, 0.6835, -0.0106, 0.001, 0.0028
Si, 11.5544, 1.9956, 0.6486, -0.0071, 0.0111, -0.018
Si, 11.5587, 5.8579, 0.647, 0.0083, -0.0042, -0.0225
Si, 11.5666, 9.6545, 0.6411, 0.0256, 0.0049, -0.019
Si, 1.9398, 13.5334, 2.0171, -0.0014, 0.0093, 0.0127
Si, 1.9309, 1.9729, 1.9976, 0.0006, 0.0078, 0.0199
Si, 1.9365, 5.82, 1.994, -0.0069, -0.0161, 0.0178
Si, 1.9373, 9.6549, 2.0053, -0.0118, 0.0143, 0.0126
Si, 5.791, 13.5549, 2.0385, -0.0048, -0.0126, 0.0062
Si, 5.8031, 1.9861, 2.0162, -0.0046, 0.0142, 0.0128
Si, 5.7948, 5.8465, 2.0217, 0.0068, -0.0058, 0.018
Si, 5.7703, 9.6566, 2.0209, 0.0038, -0.0064, 0.0051
Si, 9.6277, 13.5533, 2.0494, 0.0024, -0.0026, 0.0176
Si, 9.6438, 1.9929, 2.03, -0.001, -0.0129, 0.0211
Si, 9.643, 5.8528, 2.0239, -0.0099, -0.0065, 0.0208
Si, 9.645, 9.669, 2.0214, -0.0092, -0.0096, 0.0107
Si, 28.8572, 13.5224, 2.0148, 0.0054, -0.0107, 0.0146
Si, 28.8639, 1.9676, 1.9973, 0.0076, 0.0146, 0.0213
Si, 28.8643, 5.8291, 2.0076, 0.0085, 0.0094, 0.0277
Si, 28.8645, 9.6478, 2.0101, 0.011, 0.0015, 0.0277
Si, 17.3154, 13.5475, 2.0406, -0.0005, 0.002, 0.0218
Si, 17.3088, 1.986, 2.0238, -0.0007, 0.007, 0.0229
Si, 17.3077, 5.8346, 2.0039, -0.007, -0.0173, 0.0177
Si, 17.3046, 9.6763, 2.0183, -0.0066, 0.0207, 0.0168
Si, 21.1848, 13.5473, 2.0396, -0.0055, -0.0142, 0.008
Si, 21.1876, 1.9804, 2.0233, 0.0021, 0.0066, 0.0091
Si, 21.1758, 5.8494, 2.0314, 0.0089, -0.0036, 0.0171
Si, 21.1525, 9.6567, 2.0289, 0.0072, -0.0178, 0.0058
Si, 25.0011, 13.5366, 2.0462, 0.008, -0.005, 0.0169
Si, 25.0143, 1.9735, 2.0257, 0.0041, -0.0089, 0.0176
Si, 25.005, 5.838, 2.0223, -0.0026, -0.0043, 0.0149
Si, 25.0085, 9.6571, 2.0208, 0.0001, -0.0035, 0.0091
Si, 13.4762, 13.5467, 2.0253, 0.0037, -0.005, 0.0134
Si, 13.4816, 1.9913, 2.0069, 0.007, 0.0085, 0.0245
Si, 13.4793, 5.8458, 2.011, 0.0045, -0.0062, 0.024
Si, 13.4794, 9.6739, 2.0121, 0.0064, 0.0072, 0.0157
Si, 1.9378, 0.0636, 3.3795, -0.004, -0.0027, -0.0142
Si, 1.939, 3.8998, 3.3579, -0.0105, -0.0104, -0.0195
Si, 1.9423, 7.7386, 3.3699, 0.0175, 0.0043, -0.0229
Si, 1.9397, 11.592, 3.357, -0.0019, 0.0032, -0.0214
Si, 5.7913, 0.0803, 3.4057, 0.0013, -0.0043, -0.011
Si, 5.7905, 3.9141, 3.3754, 0.0011, -0.0018, -0.0128
Si, 5.7866, 7.7535, 3.4022, 0.0055, -0.001, -0.0074
Si, 5.7836, 11.6015, 3.3674, 0.0078, 0.0071, -0.0221
Si, 9.6348, 0.082, 3.4112, -0.0112, -0.0034, -0.0122
Si, 9.6397, 3.9232, 3.3833, -0.0016, -0.0018, -0.0163
Si, 9.6359, 7.7626, 3.4007, 0.0034, -0.0025, -0.011
Si, 9.6373, 11.6038, 3.378, 0.0193, 0.0123, -0.0187
Si, 28.8665, 0.0555, 3.3783, -0.0021, -0.0031, -0.0187
Si, 28.8678, 3.8966, 3.3583, -0.0097, 0.002, -0.0212
Si, 28.8703, 7.7403, 3.3847, -0.0055, -0.0022, -0.0157
Si, 28.8657, 11.5867, 3.3599, -0.0006, -0.0031, -0.0143
Si, 17.3102, 0.0752, 3.4006, -0.0046, -0.0026, -0.0141
Si, 17.3101, 3.9158, 3.3726, -0.0046, -0.0099, -0.0203
Si, 17.3085, 7.7534, 3.376, 0.0151, 0.0096, -0.0241
Si, 17.308, 11.605, 3.3751, -0.0142, 0.0019, -0.0202
Si, 21.1731, 0.0725, 3.4065, 0.0029, -0.003, -0.0146
Si, 21.1701, 3.9112, 3.3753, 0.004, 0.0038, -0.0108
Si, 21.1663, 7.7539, 3.4076, 0.0084, 0.0004, -0.0063
Si, 21.1643, 11.5987, 3.3716, 0.003, 0.0084, -0.0219
Si, 25.0119, 0.0652, 3.4058, -0.0116, -0.005, -0.0096
Si, 25.0146, 3.9063, 3.3743, -0.0048, -0.0036, -0.0138
Si, 25.0044, 7.749, 3.3949, -0.0245, 0.0009, -0.0096
Si, 25.0154, 11.59, 3.3749, 0.0169, 0.0136, -0.0142
Si, 13.4803, 0.0776, 3.3906, -0.0005, -0.0009, -0.0175
Si, 13.4765, 3.9171, 3.3706, -0.0053, 0.0007, -0.0208
Si, 13.4786, 7.7608, 3.3859, 0.0021, -0.0034, -0.0169
Si, 13.4726, 11.6076, 3.3693, -0.0042, -0.0001, -0.0134
Si, 0.0179, 0.055, 4.7395, 0.0096, 0.0064, 0.0176
Si, 0.0199, 3.9022, 4.7222, 0.0126, 0.0071, 0.0096
Si, 0.0254, 7.7489, 4.7372, 0.0003, 0.0016, 0.0145
Si, 0.0196, 11.5939, 4.7197, 0.0056, 0.0075, 0.0161
Si, 3.8561, 0.0692, 4.7514, -0.0099, 0.0075, 0.0157
Si, 3.8581, 3.9072, 4.7314, -0.011, 0.0014, 0.0173
Si, 3.8545, 7.7504, 4.7494, -0.0064, -0.006, 0.0136
Si, 3.8589, 11.6, 4.7301, -0.0063, 0.0008, 0.005
Si, 7.7119, 0.0748, 4.7705, 0.0074, 0.0021, 0.0159
Si, 7.7118, 3.9191, 4.745, -0.005, 0.0006, 0.0159
Si, 7.7117, 7.7626, 4.7615, -0.0024, -0.0001, 0.0176
Si, 7.707, 11.6032, 4.7368, -0.0048, -0.0233, 0.01
Si, 26.9477, 0.0558, 4.7465, -0.0062, 0.0047, 0.0173
Si, 26.9472, 3.9009, 4.7253, 0.0033, 0.0002, 0.0129
Si, 26.9421, 7.7471, 4.7391, 0.0072, 0.0034, 0.0134
Si, 26.9448, 11.5914, 4.7268, 0.0008, 0.0005, 0.0136
Si, 15.3933, 0.0692, 4.7639, 0.0121, 0.0048, 0.0181
Si, 15.3941, 3.9152, 4.7421, 0.0083, 0.0071, 0.0111
Si, 15.3968, 7.7621, 4.7502, -0.0001, -0.0008, 0.0136
Si, 15.3908, 11.6078, 4.7398, 0.0106, 0.0059, 0.0177
Si, 19.2364, 0.0676, 4.7528, -0.0093, 0.0032, 0.0136
Si, 19.2352, 3.9096, 4.73, -0.0094, -0.0007, 0.0166
Si, 19.226, 7.7535, 4.7438, -0.0023, -0.0088, 0.0124
Si, 19.2356, 11.6012, 4.7302, -0.0011, -0.0018, 0.0056
Si, 23.0914, 0.0631, 4.7672, 0.0101, 0.006, 0.0142
Si, 23.0907, 3.9079, 4.7389, -0.0031, 0.0029, 0.0145
Si, 23.0894, 7.7529, 4.7612, 0.0022, -0.0026, 0.0179
Si, 23.0875, 11.5924, 4.7344, -0.0023, -0.0265, 0.0082
Si, 11.5626, 0.0731, 4.7633, -0.0092, 0, 0.0174
Si, 11.5622, 3.9188, 4.7471, 0.0047, -0.0014, 0.0143
Si, 11.5608, 7.7629, 4.7576, -0.0047, 0.0035, 0.0189
Si, 11.5566, 11.608, 4.7435, -0.0039, -0.0051, 0.0148
Si, 0.0258, 13.5106, 6.0918, -0.0067, -0.0025, -0.0164
Si, 0.0244, 1.9841, 6.0904, -0.0086, 0.003, -0.0163
Si, 0.031, 5.8232, 6.0898, -0.0079, -0.0038, -0.0214
Si, 0.025, 9.6791, 6.0912, 0.0042, 0.0055, -0.021
Si, 3.8578, 13.5198, 6.1006, 0.0049, 0.0009, -0.0203
Si, 3.8537, 1.994, 6.1102, 0.0057, -0.0027, -0.0114
Si, 3.854, 5.8256, 6.1055, 0.0066, 0.0025, -0.0119
Si, 3.8557, 9.6832, 6.104, 0.0068, -0.006, -0.0171
Si, 7.7099, 13.5224, 6.1133, -0.0009, 0.0043, -0.019
Si, 7.7106, 2.0034, 6.1222, -0.0063, -0.0044, -0.0099
Si, 7.7108, 5.8361, 6.1188, 0.0012, 0.0018, -0.0078
Si, 7.7062, 9.6917, 6.116, 0.0062, -0.0003, -0.0129
Si, 26.9469, 13.5094, 6.0952, 0.0038, -0.0058, -0.0161
Si, 26.9484, 1.9851, 6.0975, 0.0032, 0.0013, -0.0155
Si, 26.9494, 5.8204, 6.0922, -0.0048, -0.0037, -0.0142
Si, 26.9457, 9.6747, 6.0955, -0.0036, 0.0064, -0.0135
Si, 15.3952, 13.5221, 6.1138, -0.0117, -0.0024, -0.0144
Si, 15.3969, 1.9975, 6.1144, -0.0085, 0.0026, -0.0172
Si, 15.3974, 5.8369, 6.1067, -0.005, -0.0046, -0.0221
Si, 15.3948, 9.6897, 6.1075, -0.0011, 0.0077, -0.0206
Si, 19.2301, 13.5179, 6.0987, 0.0015, 0.0036, -0.0216
Si, 19.2285, 1.9944, 6.1048, 0.0046, -0.0017, -0.0138
Si, 19.2224, 5.8285, 6.0983, 0.0089, 0.0062, -0.0123
Si, 19.2294, 9.682, 6.0989, 0.0003, -0.0038, -0.0183
Si, 23.0863, 13.5106, 6.1051, -0.0013, 0.0042, -0.0186
Si, 23.0883, 1.9929, 6.112, -0.0078, -0.0029, -0.0074
Si, 23.0882, 5.8238, 6.1074, -0.0026, 0.0072, -0.0041
Si, 23.0866, 9.6809, 6.1081, 0.0023, -0.0006, -0.0099
Si, 11.5571, 13.5257, 6.1155, 0.0072, -0.0052, -0.0159
Si, 11.5612, 2.0007, 6.1194, 0.0041, 0.003, -0.0178
Si, 11.562, 5.8378, 6.1178, 0.0018, -0.0037, -0.0137
Si, 11.556, 9.6912, 6.1156, 0.0051, 0.0037, -0.0138
Si, 1.9404, 13.5112, 7.473, 0.005, 0.0006, 0.0141
Si, 1.9309, 1.9887, 7.4768, -0.0179, 0.0043, 0.0196
Si, 1.9372, 5.8289, 7.4791, -0.0094, -0.0014, 0.0201
Si, 1.9357, 9.6869, 7.4731, -0.0071, 0.0049, 0.0127
Si, 5.7783, 13.5249, 7.4674, -0.0056, -0.0053, 0.0082
Si, 5.7766, 1.9967, 7.4716, -0.0067, 0.0072, 0.0179
Si, 5.7751, 5.8363, 7.4674, -0.0116, -0.0057, 0.0161
Si, 5.7762, 9.6891, 7.4715, -0.002, 0.0006, 0.0136
Si, 9.6337, 13.5215, 7.4811, 0.0028, -0.0039, 0.0174
Si, 9.6384, 2.0054, 7.4815, 0.0053, -0.0006, 0.0175
Si, 9.6386, 5.8363, 7.4806, 0.0049, 0.0027, 0.02
Si, 9.6309, 9.695, 7.4781, -0.0077, -0.0005, 0.0136
Si, 28.8778, 13.5046, 7.4485, 0.0064, 0.0108, 0.0164
Si, 28.8809, 1.9841, 7.4488, 0.0062, 0.0016, 0.0158
Si, 28.8841, 5.827, 7.4419, 0.0194, 0.0075, 0.0099
Si, 28.8772, 9.682, 7.4487, 0.0092, -0.011, 0.0101
Si, 17.3174, 13.5123, 7.4786, 0.0124, -0.0015, 0.0153
Si, 17.3129, 1.9922, 7.4831, -0.0031, 0.002, 0.0193
Si, 17.309, 5.8323, 7.4806, -0.0155, -0.0022, 0.016
Si, 17.3131, 9.6879, 7.4743, -0.0002, 0.0035, 0.0128
Si, 21.1511, 13.5127, 7.4558, -0.0096, -0.0064, 0.0122
Si, 21.1513, 1.9891, 7.4575, -0.0051, 0.0115, 0.0163
Si, 21.1466, 5.831, 7.4467, -0.0112, -0.009, 0.013
Si, 21.153, 9.6768, 7.4558, 0.0083, -0.0031, 0.0136
Si, 25.0192, 13.5052, 7.4537, 0.0065, -0.0037, 0.0142
Si, 25.0232, 1.9896, 7.4559, 0.0037, 0.0019, 0.0161
Si, 25.0248, 5.819, 7.4511, 0.0022, 0.0012, 0.0195
Si, 25.019, 9.6783, 7.4536, -0.0034, 0.0016, 0.0143
Si, 13.4785, 13.5175, 7.4815, 0.001, 0.0069, 0.0181
Si, 13.4839, 1.9962, 7.484, 0.0077, -0.0015, 0.0199
Si, 13.4877, 5.8419, 7.4792, 0.0205, 0.0059, 0.0143
Si, 13.4798, 9.6956, 7.4779, 0.0028, -0.0094, 0.013
Si, 1.936, 0.0527, 8.8271, 0.0012, -0.0001, -0.0165
Si, 1.9307, 3.9091, 8.8515, 0.0109, -0.0001, -0.0096
Si, 1.9329, 7.7646, 8.8344, 0.0026, 0.006, -0.0155
Si, 1.9351, 11.5976, 8.86, 0.0036, -0.007, -0.0155
Si, 5.7711, 0.0658, 8.8237, 0.0071, -0.0017, -0.0275
Si, 5.7737, 3.9191, 8.8352, -0.0024, -0.0056, -0.0118
Si, 5.769, 7.7621, 8.8271, 0.0002, -0.0005, -0.0135
Si, 5.7739, 11.6094, 8.8421, -0.0038, -0.0002, -0.0202
Si, 9.638, 0.0708, 8.8258, -0.0049, 0.0047, -0.0132
Si, 9.6435, 3.9218, 8.8598, -0.0024, -0.0057, -0.009
Si, 9.6355, 7.7683, 8.8315, 0.0063, -0.001, -0.0138
Si, 9.6346, 11.6051, 8.8638, 0.0058, -0.0066, -0.013
Si, 28.8883, 0.0482, 8.79, -0.0055, 0.004, -0.0221
Si, 28.8967, 3.9099, 8.8049, -0.0088, 0.0075, -0.0193
Si, 28.8897, 7.7542, 8.794, -0.0082, -0.0048, -0.0273
Si, 28.8815, 11.593, 8.8281, -0.0031, 0.0018, -0.0122
Si, 17.3163, 0.0536, 8.8299, -0.0111, 0.0034, -0.0176
Si, 17.3054, 3.9138, 8.8541, 0.0084, 0.002, -0.0113
Si, 17.3079, 7.7656, 8.8349, 0.0024, 0.0027, -0.0178
Si, 17.3121, 11.5953, 8.861, -0.003, -0.0041, -0.0164
Si, 21.1406, 0.0558, 8.8026, 0.0042, 0.0048, -0.0196
Si, 21.14, 3.9162, 8.8089, -0.0045, 0.0046, -0.0143
Si, 21.1432, 7.7498, 8.8075, -0.0028, -0.0025, -0.02
Si, 21.1452, 11.5925, 8.8224, -0.006, 0.0005, -0.0198
Si, 25.0204, 0.0528, 8.7927, -0.0053, -0.0004, -0.0121
Si, 25.0288, 3.907, 8.8261, -0.001, -0.0013, -0.0047
Si, 25.0211, 7.7483, 8.7977, 0.0077, 0.0014, -0.0071
Si, 25.0206, 11.5892, 8.8299, 0.002, -0.0021, -0.0115
Si, 13.4879, 0.0587, 8.83, -0.0002, 0.0027, -0.0237
Si, 13.4961, 3.9218, 8.8446, -0.0073, 0.0064, -0.0162
Si, 13.4933, 7.7728, 8.8331, -0.0085, 0.0032, -0.0245
Si, 13.4817, 11.6041, 8.8633, 0.0038, -0.0025, -0.0156
Si, 0.0122, 0.0307, 10.1867, -0.0085, -0.0025, 0.0185
Si, 0.0085, 3.9115, 10.2218, -0.0149, 0.003, 0.0304
Si, 0.0084, 7.7688, 10.1977, -0.0255, 0.0058, 0.017
Si, 0.0091, 11.5922, 10.2312, 0.0147, 0.0024, 0.0148
Si, 3.8519, 0.0676, 10.1981, -0.0023, -0.0089, 0.0149
Si, 3.8571, 3.9107, 10.2107, 0.0035, 0.0065, 0.0183
Si, 3.85, 7.7751, 10.2027, -0.007, -0.0046, 0.0154
Si, 3.8621, 11.6065, 10.227, 0.0004, 0.0061, 0.01
Si, 7.7021, 0.0813, 10.167, 0.0041, -0.0059, 0.005
Si, 7.6951, 3.925, 10.1952, -0.0006, -0.0029, 0.0144
Si, 7.6988, 7.7535, 10.174, 0.0111, 0.0055, 0.0092
Si, 7.6916, 11.6078, 10.2089, -0.009, 0.0016, 0.0032
Si, 26.963, 0.0498, 10.1259, -0.0032, -0.0048, 0.0054
Si, 26.9846, 3.9167, 10.1573, -0.0017, 0.0059, 0.0178
Si, 26.9653, 7.7547, 10.1304, 0.0037, -0.0075, 0.0041
Si, 26.958, 11.5876, 10.1826, -0.0104, -0.002, 0.0143
Si, 15.4031, 0.0331, 10.2036, 0.004, -0.0113, 0.0198
Si, 15.3951, 3.91, 10.2426, -0.0005, 0.0053, 0.0316
Si, 15.3994, 7.7864, 10.2211, -0.018, -0.0024, 0.016
Si, 15.3964, 11.5964, 10.2469, 0.0027, 0.0077, 0.0164
Si, 19.2322, 0.0584, 10.1937, 0.0079, -0.0048, 0.021
Si, 19.2349, 3.9186, 10.2012, 0.0092, -0.0029, 0.0167
Si, 19.2288, 7.7608, 10.19, -0.0067, 0.0044, 0.017
Si, 19.2404, 11.5824, 10.2182, 0.0043, 0.0002, 0.0155
Si, 23.078, 0.0582, 10.1251, 0.0058, 0.0004, 0.0033
Si, 23.0685, 3.9171, 10.1438, -0.0079, -0.0118, 0.0113
Si, 23.0809, 7.7282, 10.1341, 0.0113, 0.0082, 0.0107
Si, 23.0725, 11.5867, 10.1651, -0.0086, -0.0037, 0.0038
Si, 11.5681, 0.0672, 10.1827, 0.0002, -0.0072, 0.0101
Si, 11.5873, 3.933, 10.211, 0.0107, 0.0089, 0.0199
Si, 11.5715, 7.7803, 10.1812, 0.0041, -0.0042, 0.007
Si, 11.5643, 11.6014, 10.2344, -0.02, -0.0039, 0.0143
O, 23.741, 14.9326, 31.2372, -0.0747, -0.1899, 0.6463
O, 5.9176, -0.0976, 31.8609, -0.0692, -0.1961, -0.4596
O, 21.0969, 3.2469, 32.1299, -0.433, -0.0758, -0.0568
O, 25.4534, 5.2346, 31.7122, -0.1775, 0.1421, -0.0944
O, 20.9692, 4.7576, 27.6167, -0.2135, -0.1181, 0.1487
O, 27.2213, 7.236, 26.6744, 0.1994, -0.4635, 0.3308
O, 6.4803, 9.5911, 30.4908, -0.1142, -0.2145, 0.4103
O, 4.3007, 8.1032, 30.3335, -0.0275, -0.0058, -0.1205
O, -3.209, 14.879, 33.9356, -0.1969, 0.2677, 0.11
O, 26.2409, 14.7381, 31.7512, 0.4148, 0.0046, -0.1698
O, 25.7158, 2.7264, 31.705, -0.1185, -0.4948, -0.0133
O, -2.9656, 2.3058, 30.1917, -0.0556, -0.2957, -0.4546
O, 25.0952, 6.3896, 29.4035, 0.0721, -0.3196, -0.1982
O, 23.8399, 9.5447, 31.9564, 0.1101, 0.4857, 0.2126
O, -1.9728, 10.894, 32.2084, -0.5008, 0.2524, -0.1881
O, -1.0525, 14.825, 32.4509, -0.1603, -0.1607, -0.3498
O, 1.1531, 14.8823, 31.1065, -0.0045, -0.3411, -0.2213
O, 0.5989, 3.2542, 33.3222, 0.1031, 0.0941, -0.021
O, -1.8717, 3.2962, 32.3835, -0.4391, 0.1782, 0.0052
O, -1.8391, 7.0934, 32.4348, -0.3674, -0.2115, -0.1013
O, 0.6203, 7.3017, 33.3205, -0.126, -0.0098, -0.1553
O, 0.4894, 11.0479, 33.2146, 0.0554, 0.1072, -0.2741
O, 20.2665, 2.2844, 29.7623, 0.229, 0.078, -0.3277
O, 3.1559, 7.4058, 32.5526, 0.1543, 0.2359, -0.0508
O, 2.8763, 11.1058, 32.2834, 0.426, -0.3895, -0.1922
O, 4.2976, 10.866, 30.1971, 0.213, 0.1604, -0.2572
O, 25.4301, 0.9082, 33.8399, -0.5066, 0.0006, -0.4066
O, 25.3102, 13.6139, 33.9331, -0.2897, -0.0595, -0.4884
O, 25.633, 7.7677, 31.5476, 0.297, 0.2496, -0.2166
O, 25.5595, 11.0546, 34.6407, 0.14, -0.1324, -0.1725
O, 25.4003, 8.5426, 33.9297, 0.3488, -0.1911, -0.2511
O, 6.3147, 13.5766, 33.8019, 0.3024, -0.1944, -0.3086
O, 20.6767, 7.2699, 32.4647, -0.0038, -0.0083, -0.1772
O, 6.3438, 11.0483, 34.5654, -0.0306, -0.1274, -0.1964
O, 6.1929, 8.5123, 33.874, -0.3549, 0.064, -0.4357
O, 5.4259, 13.3576, 17.727, 0.0741, -0.3702, 0.0982
O, 6.9907, 9.8542, 18.2145, 0.3535, -0.024, 0.4665
O, 9.4355, 9.7267, 17.383, 0.0302, 0.1401, 0.4585
O, -2.4138, 10.0302, 19.4142, 0.0322, 0.5188, 0.1968
O, 26.5479, 13.741, 18.2159, -0.0399, 0.5721, 0.2462
O, -2.202, 12.9909, 19.6499, 0.0139, -0.6332, 0.3315
O, 20.6007, 13.5803, 27.4843, -0.0808, -0.3861, 0.194
O, 22.6076, 1.738, 30.5589, 0.5046, 0.1512, -0.1291
O, 22.0819, 4.2519, 29.9109, 0.1151, 0.4812, 0.5218
O, 23.3288, 7.2141, 32.9303, 0.0565, -0.3666, -0.3675
O, 5.1279, 8.318, 25.8584, 0.6748, 0.157, 0.0662
O, 5.1309, 9.4499, 28.2224, 0.3906, -0.0611, -0.289
O, 2.7653, 7.8271, 24.7995, -0.4234, 0.3937, -0.6369
O, 25.6956, 3.4433, 29.1108, -0.0539, 0.1073, 0.0247
O, 2.8532, 14.6468, 27.0713, -0.078, -0.3239, 0.2069
O, 24.38, 5.1121, 22.9243, 0.0142, 0.0259, -0.4986
O, 23.9153, 8.7724, 29.328, 0.2741, 0.1643, -0.1718
O, -1.0618, 14.5808, 29.8536, -0.723, -0.0914, -0.0126
O, 0.3544, 12.8873, 28.3728, 0.2235, 0.06, -0.3801
O, -0.5405, 1.5489, 30.9326, 0.4632, -0.0058, -0.1436
O, -0.9324, 3.9849, 30.0022, -0.1481, 0.1026, -0.2212
O, -0.7664, 11.0172, 29.8765, 0.1734, 0.171, -0.0726
O, -3.5515, 9.6334, 27.7581, -0.1149, -0.3494, 0.4685
O, 3.4424, 0.5387, 30.5463, 0.3977, -0.0966, -0.1389
O, 3.2298, 13.2737, 30.8109, 0.4111, 0.0274, -0.1514
O, 0.6873, 0.147, 28.1288, -0.1244, 0.2627, 0.0429
O, 3.6566, 10.4646, 26.1793, -0.1341, 0.3237, 0.4245
O, -0.162, 10.1477, 25.1084, 0.1416, -0.1782, -0.2239
O, 1.7972, 11.2628, 29.8228, 0.0762, -0.1231, 0.0435
O, -1.7244, 0.0934, 18.944, 0.0093, -0.1264, 0.1167
O, -2.174, 5.4636, 19.4898, 0.1818, -0.5117, 0.2195
O, 25.9224, 5.3738, 19.844, -0.232, -0.0414, 0.2838
O, 1.8974, 12.324, 21.4568, 0.2783, 0.0011, 0.1083
O, -0.2704, 8.7231, 20.1701, -0.1428, -0.3662, 0.2168
O, 5.4231, 11.0188, 24.3425, 0.2436, -0.0855, 0.3639
O, -2.0734, 2.1262, 22.4791, -0.6439, 0.1053, 0.1426
O, 1.8116, 5.4509, 19.9191, -0.2321, -0.1957, 0.1415
O, 3.8464, 12.9015, 25.3664, 0.0084, 0.0255, -0.0858
O, 6.232, 11.8836, 22.0259, 0.1315, 0.4631, 0.2342
O, 4.6305, 14.7931, 22.8266, -0.1438, -0.0928, 0.0228
O, 6.7457, -0.1049, 18.954, 0.4319, 0.191, -0.0388
O, 7.1538, 1.5128, 20.9313, -0.0908, 0.0738, 0.4789
O, 5.2652, 8.2219, 19.3625, -0.2659, -0.127, -0.1003
O, 5.1639, 10.8485, 19.8215, -0.1926, -0.1033, 0.2168
O, -1.521, 14.424, 27.3344, -0.2042, 0.3806, 0.0286
O, 7.0174, 12.7518, 19.694, 0.5134, -0.2057, 0.184
O, 9.5234, 1.8428, 19.6665, 0.1967, -0.1308, 0.058
O, 4.6336, 13.3398, 20.615, -0.233, -0.0896, -0.1156
O, 26.31, 11.5336, 19.6516, -0.2162, -0.0621, 0.2894
O, 26.0513, 8.9505, 20.2426, -0.2803, -0.3197, -0.174
O, 0.3503, 12.0914, 23.4971, -0.098, 0.4717, -0.1363
O, 26.3372, 13.9172, 20.739, 0.0822, 0.0447, -0.0909
O, 4.7074, -0.0374, 25.414, 0.0033, 0.5964, 0.1974
O, 2.1094, 9.7225, 19.721, 0.6134, -0.1465, 0.4298
O, -3.2652, 14.088, 25.5292, -0.2902, -0.2069, 0.1636
O, -0.1698, 2.4716, 24.3702, -0.5029, 0.2984, 0.2315
O, 25.8628, 5.0173, 26.9218, 0.5222, -0.2055, 0.0893
O, 4.0848, 6.3749, 20.7802, 0.0522, -0.2486, 0.2929
O, 4.726, 0.6214, 20.4925, -0.3415, 0.4561, -0.0737
O, 8.9996, 2.8919, 21.9847, 0.4477, 0.3236, -0.2372
O, 25.018, 2.9502, 24.2232, 0.4621, 0.3081, -0.0936
O, 6.6395, 9.3914, 22.6207, -0.0586, 0.1682, -0.1761
O, 5.297, 13.7171, 27.4377, -0.0058, -0.4783, 0.4483
O, 1.3766, 6.2825, 26.3829, -0.5465, -0.0092, -0.3653
O, 1.6486, 1.3393, 25.9264, 0.2074, -0.3198, -0.0862
O, 26.9945, 9.3717, 22.6259, 0.0477, 0.076, -0.013
O, 27.1472, 14.6919, 23.0722, 0.5158, 0.0798, -0.3412
O, 1.0651, 9.9591, 22.1391, -0.4799, -0.3733, 0.4164
O, 7.6248, 12.7722, 28.3053, -0.2681, -0.5382, -0.3387
O, -2.0024, 7.754, 18.3471, -0.2183, 0.2011, -0.3011
O, 1.3932, 1.8815, 19.7469, -0.0868, -0.52, 0.0922
O, 24.3836, 0.5757, 25.1065, 0.0166, 0.0421, -0.0166
O, 23.5057, 11.3852, 23.9789, 0.0745, -0.4338, 0.1615
O, -3.349, 11.0969, 29.8838, -0.4578, 0.3479, 0.161
O, 23.1051, 7.1949, 23.917, -0.0222, -0.186, 0.4948
O, 5.0119, 7.4785, 23.3698, -0.4521, -0.1903, -0.2365
O, -1.1388, 12.5293, 25.6012, 0.5476, 0.2675, 0.3703
O, 25.1477, 0.4931, 21.9896, 0.3042, 0.1651, 0.2502
O, 1.123, 5.1271, 31.248, -0.0998, 0.0676, 0.5164
O, -0.6845, 6.6229, 30.0648, 0.2044, 0.3926, -0.2392
O, 25.4285, 11.5102, 28.1142, -0.3016, -0.3279, -0.483
O, -2.2616, 2.4915, 19.772, -0.2449, 0.1454, 0.0428
O, 0.7256, 3.7348, 26.5122, -0.5316, -0.2227, 0.4355
O, 1.8274, 7.6386, 21.3519, -0.0275, 0.0276, 0.4048
O, 6.5621, 7.0629, 21.3076, 0.3131, -0.3693, 0.0439
O, 25.1073, 7.5815, 22.3548, -0.3482, 0.0438, -0.0492
O, 25.3504, 2.4341, 26.7437, -0.0623, -0.2836, 0.2387
O, -1.4971, 0.2372, 24.1675, 0.1973, -0.2589, 0.1296
O, 2.4916, 3.0582, 30.4281, -0.1939, -0.0408, -0.1049
O, 0.5109, 10.3437, 27.6796, 0.0638, 0.1376, 0.1018
O, 2.2782, 2.8603, 21.9197, 0.2757, -0.3289, -0.4004
O, 24.4884, 13.3307, 25.3785, 0.0008, -0.269, 0.4235
O, 26.9104, 1.2124, 24.9571, 0.3044, 0.2111, 0.1512
O, 22.6327, 6.5049, 28.6343, -0.5228, 0.3007, -0.0967
O, 5.1893, 3.4161, 25.5741, 0.2059, -0.5308, 0.236
O, 23.5429, 4.1491, 27.7227, -0.0291, -0.324, -0.4654
O, 7.5725, 14.8438, 26.7656, 0.1127, 0.2961, 0.2196
O, 6.9118, 14.6632, 24.1861, 0.1571, -0.2349, -0.2317
O, 20.4219, 3.1238, 25.634, -0.0921, -0.2611, 0.1403
O, 24.6091, 7.4029, 27.1088, -0.4922, 0.2176, -0.2599
O, 25.5187, 6.578, 24.7952, 0.1674, -0.1317, -0.1153
O, 4.4838, 3.7918, 23.0538, 0.335, 0.0215, -0.4063
O, -0.2734, 3.4411, 21.1596, 0.0534, 0.6974, -0.2682
O, 5.7764, 1.6121, 23.7277, 0.4423, 0.1365, -0.4169
O, 4.4413, 5.8447, 25.3414, 0.0989, -0.1474, -0.1454
O, 2.542, 14.7743, 21.0927, -0.193, 0.383, 0.0156
O, 8.4457, -0.2762, 31.2898, 0.0063, -0.1873, 0.3644
O, 21.2299, -0.0974, 31.9097, -0.3412, -0.1792, -0.2123
O, 5.6495, 3.3164, 32.1378, -0.6083, -0.1192, -0.0109
O, 10.0058, 5.2525, 31.6583, -0.3059, 0.1754, 0.0594
O, 5.6819, 5.0346, 27.5775, -0.0635, 0.2175, 0.2005
O, 11.8344, 7.2486, 26.6602, 0.3437, -0.4959, 0.1369
O, 21.7762, 9.7075, 30.4144, -0.1788, 0.1241, 0.4056
O, 19.159, 5.7964, 30.8218, 0.1712, -0.1317, -0.233
O, 11.032, 14.82, 31.6871, 0.3078, 0.0035, -0.3751
O, 10.3041, 2.7536, 31.6953, 0.0937, -0.3411, 0.0504
O, 12.4383, 2.389, 30.2338, 0.1918, -0.2509, -0.1794
O, 9.9649, 6.5258, 29.3804, 0.1134, -0.4391, -0.3812
O, 8.5676, 9.524, 32.0036, -0.2786, 0.6793, 0.3513
O, 10.5969, 5.447, 19.8215, -0.4456, -0.08, 0.2933
O, 16.2492, 14.7951, 31.6374, -0.0198, -0.3733, 0.1886
O, 15.9681, 3.312, 33.3358, 0.1261, -0.3409, -0.3195
O, 13.4831, 3.4765, 32.4263, -0.7179, 0.1134, -0.0919
O, 14.0892, 7.2065, 32.3333, -0.2901, 0.1748, -0.0303
O, 13.3459, 10.8452, 32.1857, -0.5969, -0.108, -0.1374
O, 15.8223, 11.0851, 33.1734, 0.1847, -0.2721, -0.3607
O, 18.3943, 3.9256, 32.5437, 0.5879, -0.1315, -0.1106
O, 18.0066, 7.4528, 32.4255, -0.2872, 0.3763, -0.3622
O, 22.6939, 9.8574, 18.1899, 0.1444, -0.0095, 0.2157
O, 18.1958, 11.2192, 32.2258, 0.3058, -0.0518, -0.0388
O, 10.4296, 13.6609, 33.9114, -0.1197, -0.0757, -0.2237
O, 10.4263, 7.7894, 31.6056, 0.2019, 0.3464, -0.1682
O, 10.2428, 11.1026, 34.647, 0.2396, 0.1039, -0.2687
O, 10.0981, 8.5557, 33.9809, 0.197, -0.1834, 0.1071
O, 21.6682, 13.5325, 33.8128, 0.1075, -0.1337, -0.1018
O, 5.689, 6.7037, 32.0639, 0.3133, -0.1516, -0.156
O, 21.7238, 10.9242, 34.4667, 0.112, 0.0658, -0.2646
O, 13.1388, 10.1614, 19.57, 0.3033, 0.2839, 0.3462
O, 13.1139, 13.1413, 19.3771, 0.1428, -0.375, 0.3933
O, 6.6632, -0.3787, 29.2941, -0.1002, 0.1162, -0.1394
O, 7.1868, 1.8546, 30.5717, 0.6814, 0.2508, 0.1368
O, 6.7173, 4.377, 29.9339, -0.0892, 0.1257, 0.3576
O, 8.1764, 7.085, 32.903, 0.2915, -0.4911, 0.1259
O, 18.1809, 8.2638, 27.2379, -0.2677, -0.209, 0.5581
O, 20.276, 9.5728, 28.2443, 0.2143, 0.2657, -0.1408
O, 18.3104, 7.5349, 24.7427, -0.1731, -0.1609, -0.7519
O, 9.774, 13.7037, 29.6106, 0.3605, -0.0947, -0.2761
O, 10.2509, 0.9578, 29.747, -0.2018, -0.1083, -0.4048
O, 10.3525, 3.5294, 29.1134, 0.1803, 0.2062, 0.0907
O, 18.1269, 14.586, 27.1537, -0.1279, -0.4425, 0.1337
O, 9.1245, 5.2734, 22.8554, 0.3088, -0.0637, -0.3374
O, 8.6874, 8.8562, 29.3716, 0.1729, 0.1927, -0.3274
O, 14.1887, 14.6579, 30.0991, -0.4306, -0.1532, -0.075
O, 15.9511, 0.1463, 28.2468, 0.0842, 0.3249, 0.303
O, 14.7467, 1.5578, 31.1988, 0.2936, 0.1871, -0.2643
O, 11.4474, 1.332, 24.7984, 0.4763, 0.5384, -0.022
O, 14.7185, 10.8661, 29.9724, 0.2372, -0.2246, 0.1236
O, 11.6282, 9.6651, 27.7209, -0.4551, -0.1743, 0.1513
O, 18.3165, 0.7845, 30.7351, -0.0881, 0.0434, 0.1239
O, 18.4032, 13.4819, 30.8274, 0.0755, 0.0598, -0.1803
O, 20.5246, 8.0951, 26.0787, 0.699, -0.1264, 0.1491
O, 17.221, 11.3853, 29.7126, 0.2382, -0.4454, -0.3447
O, 13.7137, 0.2038, 18.8744, -0.2866, -0.0011, 0.2127
O, 15.6409, 1.1255, 22.0324, 0.3378, -0.4846, 0.1366
O, 16.8783, 12.2019, 21.4855, -0.2202, -0.3322, -0.1781
O, 15.1662, 8.6885, 20.2164, -0.3403, -0.3867, 0.4323
O, 17.9181, 14.5438, 21.3067, -0.3203, 0.699, 0.2664
O, 20.8718, 11.3469, 24.2188, -0.0098, 0.37, 0.0958
O, 13.3702, 2.3532, 22.3014, -0.5988, -0.1705, 0.2532
O, 17.57, 5.3553, 19.9236, -0.0182, -0.1197, 0.1167
O, 19.0545, 12.8292, 25.466, -0.1601, -0.0127, -0.1859
O, 22.036, 11.8202, 21.8729, 0.1537, 0.3209, 0.2471
O, 20.0279, 14.4496, 23.0353, -0.1206, -0.189, 0.3688
O, 21.3173, 2.2387, 19.5907, -0.2016, 0.3707, 0.3836
O, 21.758, -0.1216, 18.5869, 0.1762, 0.5082, -0.4264
O, 21.375, 5.4942, 19.6705, 0.1546, -0.2634, 0.327
O, 22.8433, 0.5489, 20.8942, -0.144, -0.3205, 0.453
O, 21.045, 8.0414, 19.1821, -0.1189, -0.2997, -0.3153
O, 20.7686, 10.5688, 19.8859, -0.601, -0.0475, 0.5041
O, 13.6139, 14.5133, 27.567, -0.3305, 0.4514, -0.0409
O, 22.0388, 12.8013, 19.4495, 0.5093, -0.0914, 0.2416
O, 24.8789, 1.8098, 19.6941, 0.159, -0.21, 0.1891
O, 19.857, 12.8722, 20.9076, -0.6498, -0.3254, -0.2172
O, 10.97, 11.6284, 19.5415, -0.5638, -0.0883, 0.3614
O, 10.7356, 9.0977, 20.1972, -0.5814, -0.1121, -0.0531
O, 15.8062, 11.7993, 23.8225, -0.016, 0.3823, -0.1593
O, 10.8853, 14.0875, 20.4279, -0.0343, 0.264, -0.0933
O, 20.0613, -0.1453, 25.5239, 0.0532, 0.5995, 0.2839
O, 18.0128, 5.2592, 22.5177, -0.221, 0.116, 0.4478
O, 12.0876, 14.246, 25.4676, -0.6944, -0.0306, -0.0767
O, 15.1751, 2.3354, 24.304, -0.1308, 0.1874, 0.1376
O, 17.5767, 9.6177, 19.8251, 0.5333, 0.1284, 0.1337
O, -2.9375, 12.1955, 27.4521, 0.162, -0.1136, -0.0272
O, 10.4536, 5.0473, 26.8621, 0.2151, -0.0654, -0.0708
O, 19.5289, 6.8041, 20.9466, -0.0434, 0.1809, 0.3133
O, 20.2327, 0.1251, 20.6883, -0.4964, 0.2811, -0.052
O, 23.8349, 2.7842, 21.8822, -0.3897, 0.1471, -0.1252
O, 13.2553, 2.6805, 19.6004, -0.308, 0.3929, -0.1331
O, 22.1703, 9.4531, 22.9038, -0.0575, -0.0636, -0.3238
O, 9.5385, 3.2202, 24.464, 0.2887, 0.5339, 0.159
O, 12.0892, 7.1274, 21.2515, 0.5757, 0.099, 0.0982
O, 16.6142, 6.3012, 26.2912, -0.4014, -0.1191, -0.2305
O, 9.4221, 13.094, 22.4164, -0.381, -0.1696, -0.5091
O, -2.0919, 8.8366, 30.5032, -0.2215, -0.0537, -0.1349
O, 11.3883, 14.7324, 22.9783, 0, -0.2913, -0.1142
O, 16.5038, 9.789, 22.2593, -0.219, -0.3944, 0.3395
O, 23.0004, 12.71, 28.2589, -0.2902, -0.484, -0.0896
O, 13.4026, 7.8646, 18.3999, -0.1173, 0.0104, -0.0724
O, 16.8915, 1.7693, 19.6574, 0.2113, -0.4407, 0.122
O, 8.9629, 0.7065, 25.0171, -0.1922, 0.0428, -0.0377
O, 8.0148, 11.3005, 23.825, 0.0129, -0.4271, 0.0659
O, 16.1992, 8.8352, 25.5904, 0.0798, 0.0996, -0.4051
O, 11.822, 9.3577, 25.1328, -0.0559, -0.0371, -0.1061
O, 7.6477, 7.245, 23.7243, 0.036, 0.1535, 0.4133
O, 20.5453, 7.4998, 23.4989, -0.4936, 0.1344, -0.4492
O, 14.2966, 12.8736, 25.6294, 0.2688, 0.3638, -0.1065
O, 16.5731, 5.2812, 31.1181, -0.2669, 0.231, 0.2548
O, 16.372, 5.1067, 28.5438, 0.0862, 0.1047, -0.1296
O, 10.0181, 11.6172, 28.1637, -0.3183, 0.0056, -0.3523
O, 23.5371, 3.6393, 32.837, 0.042, -0.1532, -0.1388
O, 14.5415, 3.9564, 30.0469, -0.0767, -0.2053, -0.5307
O, 16.0261, 3.7264, 26.3634, -0.2941, -0.0407, 0.2936
O, 17.0878, 7.4574, 21.4067, -0.1427, -0.0328, 0.2661
O, 22.0989, 7.2712, 21.4594, 0.3838, 0.0901, 0.0454
O, 3.1763, 4.4742, 27.1699, 0.2221, -0.2067, 0.5052
O, 18.0098, 3.4137, 30.0672, -0.1773, 0.0987, -0.2337
O, 13.8981, 8.8941, 26.7517, 0.0964, -0.328, 0.3335
O, 12.3831, 12.1912, 27.268, 0.0788, -0.2042, 0.0366
O, 8.5002, 11.3748, 30.2649, 0.188, 0.0707, 0.4429
O, 2.8427, 1.6452, 28.2368, 0.0422, 0.3295, -0.2903
O, 17.7564, 2.7377, 21.8492, 0.3588, -0.065, -0.183
O, 12.1378, 11.1532, 29.7788, -0.3389, 0.3049, 0.1952
O, 13.233, 11.1877, 23.8941, -0.1447, 0.3, -0.5393
O, 18.1834, 1.5804, 28.251, 0.3061, 0.128, -0.062
O, 21.8749, 14.8617, 29.3672, -0.0838, 0.2372, -0.1934
O, 7.4146, 6.5826, 28.7667, -0.2365, 0.3741, 0.2623
O, -2.1305, 11.1357, 23.6038, -0.1001, 0.0445, -0.3584
O, 9.8013, 7.7791, 22.3586, -0.2521, 0.2635, 0.0415
O, 19.723, 11.2065, 30.1925, 0.5967, 0.1561, -0.2603
O, 22.8655, 14.8761, 26.9011, 0.1509, 0.524, 0.0904
O, 8.1278, 3.6525, 32.817, -0.0278, -0.2263, 0.0278
O, 22.3243, 14.4807, 24.3624, 0.0439, -0.358, -0.2651
O, 1.045, 5.1504, 28.6761, 0.1246, -0.0578, 0.2239
O, 10.4979, 0.9128, 33.8477, -0.2278, 0.0795, -0.3818
O, 9.2475, 7.4662, 27.1233, -0.1547, 0.4539, -0.382
O, 2.4296, 5.3771, 22.5301, -0.1048, 0.426, 0.5811
O, 19.9258, 3.5688, 23.0847, 0.1831, 0.3449, -0.486
O, 23.9089, 11.3283, 30.1923, 0.2155, 0.3033, 0.3385
O, 4.8809, 2.5415, 29.6606, 0.1026, 0.2375, -0.3556
O, 27.4105, 6.9781, 21.3518, 0.3118, -0.0336, 0.2
O, 21.1695, 1.3782, 23.7458, 0.3152, -0.0591, -0.4945
O, 19.1487, 10.3158, 25.9312, -0.0973, 0.071, 0.2744
O, 20.0798, 5.627, 25.2756, 0.1847, -0.226, -0.1868
O, 13.1966, 8.7942, 30.4551, -0.0621, -0.0911, -0.5167
O, 10.0042, 2.4229, 26.8127, 0.1598, -0.2009, 0.1581
O, 22.4442, 3.6415, 23.9612, -0.1418, 0.5164, 0.2888
O, 2.9505, 8.2342, 27.3479, -0.2473, -0.0458, 0.8083
O, 16.9084, 1.2693, 25.9906, 0.0866, -0.3364, -0.3313
O, 10.0466, 6.7194, 24.794, 0.113, 0.2003, -0.0619
O, 11.7629, 9.5019, 22.5383, 0.2312, 0.1813, 0.0844
O, 9.053, 13.4168, 25.0072, 0.1494, -0.1696, 0.4699
O, -1.3166, 8.5905, 26.8436, 0.0794, -0.4502, 0.4503
O, 15.8345, 10.5119, 27.6223, 0.2188, 0.0436, -0.0486
O, 0.0952, 14.0362, 20.3153, -0.235, 0.3889, 0.4607
O, 2.8519, 11.1676, 23.685, 0.1249, -0.0758, -0.005
O, 24.9056, 13.3218, 22.8166, -0.5663, 0.1034, -0.381
O, 25.5894, 0.8921, 29.7787, 0.1058, -0.049, -0.6463
O, 25.1698, 13.6493, 29.5241, 0.3699, 0.1067, -0.3059
O, 8.1776, 4.1917, 27.7525, -0.1985, -0.0305, -0.0968
O, 10.6125, 11.4246, 24.0585, 0.1186, 0.3342, 0.0741
O, 18.3443, 11.2144, 23.5237, 0.3078, -0.2103, -0.0318
O, 9.2798, 0.2624, 21.7521, -0.0421, 0.053, 0.1443
O, 15.4891, 12.9562, 28.5439, 0.3798, -0.0886, -0.4097
O, 7.0725, 3.8431, 23.666, 0.0038, 0.3691, -0.1002
O, 14.696, 6.6292, 29.8594, 0.1681, 0.3708, -0.4918
O, 15.4472, 14.0878, 20.271, -0.011, 0.0725, 0.4464
O, 15.3192, 3.4817, 20.9806, 0.0486, 0.3251, -0.0618
O, 12.8384, 4.652, 21.2254, 0.1294, 0.0517, 0.5782
O, 27.835, 4.3369, 21.5391, -0.1865, -0.1365, 0.6614
O, 0.2994, 1.122, 22.1832, 0.0676, -0.5105, -0.0428
O, 17.6312, 3.3221, 24.3725, 0.2316, 0.1451, 0.2913
O, 18.4616, 4.4894, 27.0075, -0.0157, -0.2728, 0.4722
O, 26.0898, 11.3939, 24.2178, -0.1132, -0.0681, 0.1777
O, 19.454, 8.4906, 30.4945, -0.3817, -0.0012, -0.0981
O, 13.6756, 0.2511, 23.8115, 0.1169, -0.2916, -0.0877
O, -3.2646, 9.3853, 25.1827, -0.289, -0.1636, 0.0529
O, -3.258, 6.41, 30.3853, -0.0657, -0.4371, -0.5269
O, 3.7041, 5.4414, 30.9414, 0.4395, -0.0236, -0.496
O, 12.2764, 6.2852, 30.6446, 0.049, -0.4029, -0.1265
O, 2.27, 3.4942, 24.4485, 0.3822, 0.1445, 0.4435

Results
total energy: -221241.487 eV
total energy less fixed offsets of O -438.35, Si -107.03 eV per atom: -3.657 eV
